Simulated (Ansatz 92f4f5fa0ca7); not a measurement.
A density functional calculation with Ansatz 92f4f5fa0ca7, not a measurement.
Periodic cell of 224 atoms, Si134O86N4, from a study of silicon, its oxide and their interface. The atomic structure is a simulated model.
This geometry differs little from another in the collection (a relaxation step or a small displacement).

Settings: functional r2SCAN; potential files Ansatz PAW; basis plane waves; wave-function cutoff 800 eV; density cutoff ratio 5; exchange-correlation grid ratio 1; k mesh 1 x 1 x 1, shifted by 0.5 0.5 0 of a step; self-consistency stop 1e-10 eV per atom in the density residual; occupations fixed; spin none; net charge 0.

Cell vectors (angstrom)
a 10.88 0 0
b 0 10.88 0
c 0 0 31.6662

Atoms: element, x, y, z (angstrom)
Si 0.3144 -0.5011 -0.0488
Si 2.488 3.1002 -0.4404
Si 0.2098 5.2738 -0.1455
Si 2.6709 8.3139 0.2284
Si 5.8751 -0.4379 -0.093
Si 8.0233 2.6958 0.2608
Si 4.8678 6.15 -0.272
Si 8.1185 8.5241 0.004
Si 1.4247 1.378 0.9489
Si 3.9827 4.2787 1.0363
Si 1.3321 6.7595 1.3277
Si 4.2146 9.5682 1.4503
Si 6.6366 1.2963 1.3919
Si 9.5515 4.1298 1.2486
Si 6.667 7.0046 1.1245
Si 9.6565 9.442 1.472
Si 0.045 2.6693 2.4932
Si 2.7668 0.1545 2.5452
Si 0.0523 8.0758 2.7771
Si 2.6783 5.3908 2.6398
Si 5.3143 2.8586 2.5168
Si 8.1424 -0.0467 2.6695
Si 5.4395 8.1323 2.771
Si 8.1061 5.5524 2.4775
Si 1.3276 4.0171 3.958
Si 4.0446 1.4896 3.9683
Si 1.4395 9.571 3.9313
Si 4.049 6.7399 4.0121
Si 6.7821 4.1391 3.8601
Si 9.535 1.3664 3.9163
Si 6.8209 9.5029 4.065
Si 9.4629 6.771 4.0074
Si 0.0154 0.0005 5.2871
Si 2.6899 2.7454 5.3757
Si -0.0311 5.3952 5.3157
Si 2.7365 8.1804 5.3188
Si 5.4279 0.06 5.3034
Si 8.1569 2.7532 5.235
Si 5.4479 5.4177 5.3306
Si 8.1735 8.1479 5.3976
Si 1.3508 1.3432 6.6833
Si 4.0849 4.0822 6.7027
Si 1.349 6.806 6.6496
Si 4.0993 9.5273 6.6657
Si 6.8228 1.3971 6.648
Si 9.4997 4.0494 6.6706
Si 6.7915 6.784 6.699
Si 9.5584 9.5285 6.6882
Si -0.0064 2.7004 8.031
Si 2.7207 -0.0231 8.0165
Si 0.0136 8.1538 8.0457
Si 2.7316 5.4685 8.0293
Si 5.4518 2.72 8.039
Si 8.1823 0.0178 8.0172
Si 5.4481 8.165 8.0386
Si 8.1471 5.4111 8.0235
Si 1.3669 4.0824 9.3579
Si 4.0981 1.3175 9.3573
Si 1.393 9.5057 9.4038
Si 4.1155 6.7897 9.4151
Si 6.7916 4.0895 9.4099
Si 9.5452 1.3435 9.411
Si 6.8104 9.5348 9.3731
Si 9.4996 6.7779 9.356
Si 0.0355 -0.0233 10.7789
Si 2.7477 2.6952 10.674
Si -0.0162 5.4316 10.7048
Si 2.7827 8.1669 10.7507
Si 5.4539 -0.004 10.7595
Si 8.1583 2.7177 10.7194
Si 5.4632 5.435 10.8321
Si 8.1233 8.1183 10.7062
Si 1.4328 1.3878 12.0943
Si 4.1045 3.9644 12.0975
Si 1.381 6.7888 12.0065
Si 4.1441 9.4997 12.1553
Si 6.8173 1.3788 12.0924
Si 9.491 4.082 12.065
Si 6.8126 6.8429 12.2108
Si 9.5018 9.4333 12.0315
Si -0.0201 2.731 13.3868
Si 2.8349 0.0445 13.4703
Si 0.0312 8.124 13.3776
Si 2.6713 5.3462 13.3103
Si 5.5039 2.6786 13.5683
Si 8.1522 -0.0635 13.3494
Si 5.4658 8.2126 13.6663
Si 8.225 5.4491 13.5146
Si 1.1193 4.2553 14.7279
Si 4.4344 1.059 14.9262
Si 1.1397 9.7921 14.5777
Si 4.1745 6.4817 14.6446
Si 6.5857 4.378 14.821
Si 9.722 1.0913 14.5924
Si 6.7705 9.7959 14.9572
Si 9.8689 6.5558 14.7966
Si -1.964 0.1751 27.2561
Si -1.9478 8.5533 17.0483
Si 2.1709 7.0142 19.3513
Si 10.4846 0.307 21.3442
Si 9.0815 12.6316 17.5184
Si 5.03 7.4119 19.3468
Si 7.7636 11.5032 19.8669
Si 3.7582 1.7974 21.2078
Si -0.2178 -4.5892 21.23
Si -4.7083 3.1427 20.2851
Si -5.1918 2.9777 23.0935
Si 1.0492 1.1824 18.6844
Si 7.9006 -2.466 24.3995
Si 12.4322 3.8734 22.2078
Si 0.9405 0.985 26.5939
Si 5.326 -1.8296 25.4846
Si -0.2493 -8.7212 23.9553
Si 14.1063 -8.6197 28.1606
Si 3.6424 16.5489 17.4016
Si 11.984 9.3134 17.4454
Si 4.4656 -2.2714 29.5876
Si 7.5101 4.2835 17.8711
Si 7.8022 -8.6484 25.1876
Si 10.61 -2.123 23.0877
Si 6.7524 -6.4875 29.8842
Si -1.4292 -2.9325 26.7741
Si 8.0507 -4.038 19.368
Si 15.8888 -0.8952 20.3895
Si 14.8185 5.3295 23.6446
Si 13.7557 2.8572 16.9888
Si 1.2987 -1.9746 25.8028
Si 8.6334 -10.6424 30.2196
Si -1.7488 6.4633 29.5109
Si 3.3268 -0.624 27.4423
Si 5.9512 -7.2433 27.3506
Si 5.3415 -2.8333 22.9138
Si 5.1267 6.1895 28.4078
Si 3.6465 6.8229 26.1966
O -2.1851 1.7667 -0.9016
O 1.5411 -1.5425 -0.4757
O 1.2757 4.1662 -0.6857
O 3.0191 2.7833 29.6918
N 1.8147 -0.5094 26.5943
O -0.3488 5.9731 30.1528
O 9.2478 2.736 24.611
N 3.8387 7.5226 -0.8562
O 3.6396 -4.6346 27.717
O 5.1168 -3.3655 26.0024
O 6.8719 3.7121 31.3268
O 5.0589 -0.883 30.1971
O 5.9764 5.2749 27.3551
O 8.6468 7.7401 30.35
O 0.0765 5.4114 15.2711
O 1.7117 3.4368 16.0137
O 3.6986 1.6624 16.2606
O 0.7688 3.3247 23.5082
O 1.6998 9.1256 15.9571
O 0.0222 10.9173 15.0367
O 3.3147 6.4987 16.0469
O 5.4167 5.4889 15.0003
O 6.9843 4.0647 16.3686
O 4.9179 6.4691 18.0266
O 10.3504 -1.5773 17.3496
O 7.7581 9.3537 16.2193
O 5.6087 10.8817 15.4372
O 8.6958 14.0985 18.0416
O 9.2777 7.2471 16.1499
O 0.8184 -1.8303 24.259
O 4.8678 -1.8547 19.0698
O -0.5519 1.2757 22.6317
O -0.2559 1.6 17.8726
O 8.1505 11.537 18.2871
O 9.1883 17.311 20.4932
O 7.4104 2.1156 20.3398
O 8.9159 12.4887 15.9235
O 3.8216 11.0867 20.7279
O 10.6034 7.1961 22.5955
O 8.108 11.7601 26.0333
O -1.7575 -1.7124 23.6345
O 4.5727 12.7709 22.6164
O 0.9234 6.9629 20.3304
O -2.4813 8.1999 18.5448
O 6.9571 -7.6823 26.1781
O -5.7318 8.8713 21.5565
O 10.9925 -1.1479 21.849
O -4.5072 4.0816 19.0069
O 3.6073 7.109 20.1368
O 3.3522 -5.1904 25.1043
O 11.4322 -9.5845 25.0556
O 3.9187 -6.7968 17.2154
O 15.8685 -6.7461 23.9741
O -4.6594 3.7894 21.7752
O 17.4858 3.2185 28.7774
O 1.8363 2.1789 27.28
O 5.5714 7.7358 28.7493
O 4.6196 -4.2745 22.924
O -6.2062 -1.8312 24.0041
N 7.5339 -11.6875 31.0968
O 0.6249 0.9269 20.2377
O 3.6527 0.7164 28.2707
O 15.4875 -0.7767 26.446
O 6.9159 -3.1182 23.2796
O 11.252 4.7615 21.4511
O 12.4915 -0.1735 18.0555
O 13.2304 5.7204 18.389
O -1.9007 -12.2979 27.0483
O -4.0603 2.1364 23.8907
O 4.6799 2.5348 20.091
O 6.4473 -0.2124 20.2045
O 2.1944 2.3054 18.3714
O 13.6209 -6.0175 22.6706
O 6.5215 -3.8454 19.9617
O 11.0381 -2.8339 26.546
O -0.477 0.8211 27.3677
N 5.357 -5.4911 29.9046
O 3.3123 -1.825 28.5346
O 2.3393 -8.254 21.4221
O 15.286 -7.7993 27.363
O -2.2488 -3.4647 25.4647
O 8.0973 -5.1456 18.1942
O 9.0286 0.0815 20.6897
O 12.7029 8.231 18.3708
O 9.2358 -3.9713 27.9742
O 8.0965 5.2391 29.6058
O -0.6983 -11.1874 30.3189
O 13.4927 -2.8754 25.9262
O 17.7827 -1.5186 25.2809
O 8.1777 0.3718 28.6752

Results
free energy: -136306.085 eV
free energy less fixed offsets of N -386.36, O -570.45, Si -639.56 eV per atom: -0.905 eV

Forces (eV/angstrom), in the order of the atoms: element, x, y, z
Si 0.0005 0.0031 -0.0036
Si 0.0057 -0.0031 -0.0007
Si -0.005 0.0102 -0.0021
Si 0.0027 -0.002 -0.0007
Si 0.0051 0.0078 -0.0021
Si -0.0012 0.0033 -0.0012
Si -0.0002 0.0015 0.0017
Si -0.002 0.0061 -0.0027
Si 0.0004 0.0008 -0.0005
Si 0.0018 -0.0004 0.0003
Si 0.0006 0.001 0.001
Si -0.002 -0.0018 0.0003
Si 0 -0.0009 0.0033
Si -0.0013 0.0008 0.0013
Si -0.0004 0.0001 -0.0006
Si -0.0024 -0.0001 0.0046
Si -0.0031 -0.0021 0.0027
Si 0.0023 0.002 0.0027
Si -0.0008 0.0006 -0.0018
Si 0.0018 0.0011 0.0018
Si 0.0022 0.0004 -0.0012
Si -0.0026 -0.0024 -0.0028
Si -0.0017 -0.0039 0.0017
Si 0.0012 0.0012 0.0011
Si -0.0008 -0.001 0.0022
Si -0.0012 -0.0006 0.0001
Si -0.0003 -0.0011 -0.0003
Si 0.0006 -0.0014 -0.0013
Si -0.0017 -0.0002 -0.0003
Si 0.0003 0.0004 -0.0002
Si 0.0001 0.0001 -0.0008
Si 0.0003 -0.0007 0.0001
Si -0.0004 0.001 -0.0003
Si 0.0005 0.0009 0.0002
Si -0.0002 -0.0001 0
Si 0 0.0002 -0.0001
Si 0.0001 0 -0.0005
Si -0.0006 -0.0001 0
Si 0 0.0014 -0.0007
Si -0.001 -0.0002 -0.0001
Si -0.0005 0.0001 -0.0001
Si -0.0008 -0.001 0.0002
Si -0.0005 0.0001 0
Si -0.0006 -0.0006 0
Si -0.0003 0 -0.0001
Si -0.0004 0.0003 -0.0002
Si -0.0002 -0.0008 -0.0001
Si -0.0001 -0.0003 -0.0001
Si 0 -0.0003 -0.0003
Si -0.001 -0.0003 0
Si -0.0005 -0.0004 0
Si 0.0005 0.0007 0
Si -0.0004 -0.0001 0.0003
Si 0.0007 0.0008 -0.0004
Si 0.0006 0.0001 -0.0005
Si -0.0012 0.0002 0
Si -0.0005 -0.0011 -0.0004
Si -0.0012 0.0003 -0.0001
Si -0.0004 -0.0009 0
Si 0 0.0008 0.0003
Si 0 -0.0007 0.0005
Si 0.0002 0.0005 0.0003
Si -0.0013 -0.0001 0.0001
Si -0.0005 -0.002 0.0001
Si 0.0003 -0.0001 0.0009
Si -0.0005 0 0.0027
Si -0.0016 0.0019 0.0008
Si 0.0001 -0.0009 0.0009
Si 0.0026 -0.0013 0.0003
Si -0.0012 -0.0009 0.0002
Si -0.0022 -0.0022 0.0004
Si -0.0005 0.0004 -0.0001
Si -0.0015 -0.0006 -0.0016
Si 0.0014 0.0008 -0.0007
Si -0.0004 -0.0016 -0.0007
Si -0.0041 -0.0016 -0.0021
Si -0.0008 0.0002 -0.0006
Si -0.0005 -0.0026 -0.001
Si -0.0002 0.0006 -0.0021
Si 0 -0.0005 -0.001
Si -0.0002 0.0012 0.0011
Si -0.0016 0.0004 0.0007
Si -0.0001 -0.0005 0.0001
Si 0.001 0.0017 -0.0015
Si 0.002 0.0048 0
Si -0.001 -0.0003 -0.0011
Si 0.0032 0.0045 0.001
Si 0.003 0.0011 -0.0003
Si -0.0042 -0.0032 -0.0024
Si -0.001 0.0007 0.0016
Si 0.0004 0.0008 -0.0031
Si -0.0107 -0.006 -0.0044
Si -0.0061 -0.0156 -0.0106
Si 0.002 0.0004 -0.0011
Si -0.0004 -0.0053 -0.0003
Si -0.003 -0.0006 -0.0035
Si 0.0004 -0.0018 0.0052
Si 0.0002 0.0009 -0.0047
Si 0.0003 0.0012 -0.0037
Si 0.0007 -0.0001 -0.0043
Si 0.0006 0.0003 -0.0034
Si -0.0008 0.0005 -0.0017
Si 0 0.0001 -0.0038
Si 0.0014 -0.0007 -0.0036
Si -0.0002 0.0024 -0.0026
Si 0.0007 -0.0007 -0.0044
Si 0.0017 -0.0006 0
Si 0 -0.0012 -0.0051
Si 0.0014 0.0004 0.0037
Si -0.0005 0.0002 -0.0007
Si 0.0022 -0.0014 0.0038
Si -0.0012 0.0008 0.0039
Si 0.0004 -0.0009 0.0043
Si 0 -0.0009 0.0032
Si 0.0001 -0.0004 -0.003
Si -0.0025 -0.0001 -0.0031
Si -0.0003 -0.001 0.006
Si 0.0012 -0.0011 -0.0017
Si 0 -0.0009 0.004
Si 0.0014 0.0002 0.0016
Si 0.0015 -0.0002 0.0042
Si -0.0003 0.0004 0.0051
Si -0.0011 0 -0.0038
Si 0.0023 -0.0016 -0.0039
Si 0.0014 0.0011 0.0027
Si 0.0005 0 -0.0043
Si 0.0011 0.0014 0.0045
Si -0.0026 -0.0019 0.006
Si -0.0006 -0.0001 0.0024
Si -0.0005 0.0004 0.0021
Si -0.0004 0.0006 0.0039
Si 0.0005 0.0017 0.0004
Si 0.001 -0.0014 0.0057
Si -0.0001 0.0013 0.0041
O 0.0036 -0.001 0.0015
O -0.0019 0.0015 0.0034
O 0.0005 -0.0056 0.0078
O -0.0011 0.0023 -0.0039
N -0.0009 0.0006 -0.001
O 0.002 -0.0007 -0.005
O 0.0017 0.0016 -0.0011
N 0.0005 0.0002 -0.0034
O -0.0002 -0.0001 -0.0024
O 0.0019 -0.0004 -0.0004
O -0.0051 0.0002 -0.0012
O 0.0005 -0.0025 -0.0007
O 0.0009 0.0013 -0.0018
O -0.0009 -0.0016 -0.0012
O 0.001 0.0034 0.0019
O 0.0016 -0.0008 0.0012
O -0.0006 0.0005 0.0025
O 0.0015 0.0023 0.0002
O 0.0002 -0.0002 0
O -0.0002 -0.0006 0.0023
O -0.0014 0.0013 0.001
O 0.0111 0.0163 0.006
O -0.0009 -0.0006 0.0072
O 0.0022 0.0005 0.0003
O -0.0023 0.0003 0.0004
O 0.0007 0 0.0024
O 0.0018 -0.0022 -0.0052
O 0.0007 -0.0009 0.0014
O -0.0014 -0.0003 0.0015
O -0.0008 0.0008 -0.003
O 0.0008 0.001 0.0011
O -0.0002 0.0012 0.0005
O 0.0008 -0.0006 -0.0002
O -0.0013 -0.0015 0.0023
O 0.003 -0.0008 0.0033
O 0.0007 0.0005 0.0012
O -0.0011 -0.0003 0.0011
O -0.0012 0.0016 0.0007
O 0.0011 0 0.0012
O -0.0012 0.001 -0.0022
O 0.0011 0.0005 -0.0003
O 0.0001 -0.0007 0.0014
O -0.0016 0 0.001
O -0.0011 0 0.0015
O 0.0028 -0.0008 -0.0025
O 0.0004 -0.0006 0.0005
O 0.0013 -0.0005 -0.0003
O -0.0016 0.0006 0.004
O 0.0012 0.0006 0.0019
O -0.0002 -0.0017 -0.0024
O -0.0013 0.0004 -0.0029
O 0.0013 -0.0006 0.0019
O 0 0.0004 0.0014
O -0.0001 0.001 0.002
O 0.0003 -0.001 -0.0014
O -0.0015 0.0005 -0.0025
O 0.0008 0.0004 -0.0031
O 0 -0.0015 -0.0001
O 0.0001 0.0004 -0.0018
N -0.0012 -0.0033 -0.0009
O -0.0012 -0.0004 0.0048
O 0.0002 0 0.0001
O 0.0029 -0.0012 -0.0018
O -0.0002 -0.001 -0.0014
O 0.0008 -0.0018 0.0012
O -0.0003 0.0023 0.0015
O -0.001 0 0.001
O 0.0005 -0.001 0.0005
O -0.001 -0.0011 -0.0027
O 0.0003 -0.0002 0.0008
O 0 -0.0002 0.0012
O -0.001 0 0.0018
O 0 0.0003 -0.0015
O 0.001 0.0001 0.0017
O 0.0015 0 -0.0001
O 0.0008 -0.0005 -0.001
N -0.0006 0.0005 -0.0026
O -0.0003 0.0004 -0.0016
O -0.001 0.0002 0.0006
O 0.0004 -0.0005 -0.0007
O -0.0018 -0.0008 -0.0026
O 0 0.0018 0.0008
O 0.0015 -0.001 0.0011
O 0.0014 -0.0019 0.0024
O -0.0003 0.002 -0.0031
O -0.0003 -0.0006 -0.0003
O 0.0015 -0.0006 -0.0009
O 0.0002 -0.0003 -0.0004
O 0.0022 -0.0001 -0.0007
O 0.0003 -0.0002 -0.004

The program warned: the cutoff lies below the one the program advises for these potential files; empty levels may hold ghost states of the PAW files; the exchange-correlation potential is rough where the density is thin.
